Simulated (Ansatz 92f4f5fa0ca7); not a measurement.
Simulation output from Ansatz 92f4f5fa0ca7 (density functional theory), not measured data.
Periodic cell of 220 atoms, Si132O88, from a study of silicon, its oxide and their interface. The atomic structure is a simulated model.
This geometry differs little from another in the collection (a relaxation step or a small displacement).

Settings: functional r2SCAN; potential files Ansatz PAW; basis plane waves; wave-function cutoff 800 eV; density cutoff ratio 5; exchange-correlation grid ratio 1; k mesh 1 x 1 x 1, shifted by 0.5 0.5 0 of a step; self-consistency stop 1e-10 eV per atom in the density residual; occupations fixed; spin none; net charge 0.

Cell vectors (angstrom)
a, 10.88, 0, 0
b, 0, 10.88, 0
c, 0, 0, 32.1344

Atoms: element, x, y, z (angstrom)
Si, 0.4158, -0.0251, -0.0646
Si, 2.4007, 2.8935, 0.037
Si, 0.2909, 5.19, -0.1109
Si, 2.2952, 9.2388, -0.3595
Si, 5.8138, -0.119, -0.0006
Si, 7.9034, 2.7113, -0.0651
Si, 5.8151, 5.0875, -0.0641
Si, 7.9861, 8.4743, -0.0987
Si, 1.335, 1.4342, 1.489
Si, 4.118, 4.046, 1.1959
Si, 1.3262, 6.7606, 1.2483
Si, 4.0704, 9.7035, 1.1567
Si, 6.8447, 1.3428, 1.4535
Si, 9.5159, 4.0184, 1.1006
Si, 6.856, 6.8122, 1.187
Si, 9.6183, 9.6274, 1.1575
Si, -0.0962, 2.7774, 2.6768
Si, 2.8042, 0.0833, 2.693
Si, 0.0006, 8.1784, 2.5728
Si, 2.7979, 5.4752, 2.5628
Si, 5.4056, 2.7152, 2.6678
Si, 8.2733, -0.0027, 2.6686
Si, 5.3806, 8.1589, 2.4838
Si, 8.2293, 5.4505, 2.5329
Si, 1.371, 4.1305, 3.9232
Si, 4.1061, 1.3972, 4.0812
Si, 1.3973, 9.5254, 3.9371
Si, 4.1077, 6.8214, 3.9467
Si, 6.8312, 4.1097, 3.922
Si, 9.5219, 1.3829, 4.0573
Si, 6.7963, 9.4927, 3.8865
Si, 9.5432, 6.8065, 3.9447
Si, 0.0355, -0.0026, 5.3217
Si, 2.6952, 2.7628, 5.3377
Si, 0.0291, 5.4634, 5.3124
Si, 2.7297, 8.1519, 5.315
Si, 5.4795, -0.0271, 5.3227
Si, 8.1334, 2.736, 5.3491
Si, 5.4644, 5.4556, 5.2927
Si, 8.1479, 8.1476, 5.2841
Si, 1.3653, 1.3612, 6.6783
Si, 4.0964, 4.0956, 6.666
Si, 1.384, 6.7887, 6.6899
Si, 4.0951, 9.5071, 6.6736
Si, 6.8021, 1.3409, 6.6973
Si, 9.5345, 4.0936, 6.6652
Si, 6.7977, 6.8047, 6.6621
Si, 9.5276, 9.5091, 6.6498
Si, 0.0004, 2.7088, 8.0228
Si, 2.7154, -0.0131, 8.0125
Si, -0.0012, 8.1399, 8.0167
Si, 2.7502, 5.4283, 8.0522
Si, 5.4197, 2.6945, 8.0302
Si, 8.166, -0.0283, 8.0359
Si, 5.4486, 8.1502, 8.0449
Si, 8.1391, 5.4349, 8.0028
Si, 1.3885, 4.0339, 9.3835
Si, 4.0583, 1.3243, 9.3815
Si, 1.3765, 9.4861, 9.372
Si, 4.1106, 6.7839, 9.4168
Si, 6.7941, 4.0595, 9.3672
Si, 9.5124, 1.3511, 9.3706
Si, 6.8074, 9.4969, 9.4232
Si, 9.4707, 6.8023, 9.3515
Si, -0.0355, -0.0555, 10.6845
Si, 2.7311, 2.6565, 10.7792
Si, -0.0484, 5.408, 10.6216
Si, 2.7553, 8.1501, 10.767
Si, 5.4025, -0.0295, 10.7478
Si, 8.1407, 2.6993, 10.7293
Si, 5.4718, 5.409, 10.7694
Si, 8.1438, 8.1167, 10.8084
Si, 1.3424, 1.2102, 12.0498
Si, 4.0976, 4.0634, 12.1142
Si, 1.2462, 6.7914, 11.9471
Si, 4.1596, 9.4558, 12.1938
Si, 6.7322, 1.3657, 12.0699
Si, 9.5341, 4.0703, 12.0377
Si, 6.8436, 6.706, 12.2077
Si, 9.4905, 9.5413, 12.124
Si, -0.0303, 2.6216, 13.3016
Si, 2.6907, -0.1154, 13.4798
Si, 0.0035, 8.146, 13.4019
Si, 2.535, 5.41, 13.2612
Si, 5.5233, 2.7717, 13.5364
Si, 8.102, 0.0684, 13.4335
Si, 5.4614, 7.9985, 13.62
Si, 8.3118, 5.3944, 13.5605
Si, 1.4928, 3.7724, 14.5617
Si, 3.822, 1.5855, 14.5971
Si, 1.5979, 9.0939, 14.8266
Si, 3.7442, 6.7956, 14.6149
Si, 7.1675, 3.878, 14.9234
Si, 9.2686, 1.6071, 14.6642
Si, 6.9441, 8.7761, 15.3502
Si, 9.5378, 6.9518, 14.8935
Si, 2.868, 12.1517, 17.1945
Si, 5.9868, 12.2196, 23.6062
Si, 6.6021, 9.5344, 18.3651
Si, 11.7229, 6.2091, 19.6569
Si, 4.1481, 3.4857, 18.3879
Si, 0.7441, -5.3792, 16.8668
Si, 3.5954, 10.9109, 22.3244
Si, 7.2472, 8.7234, 26.1535
Si, 3.2537, 6.0521, 18.4067
Si, 9.8734, -2.6682, 20.8175
Si, 16.0741, 5.0629, 16.8679
Si, 2.6476, 8.0902, 23.4915
Si, -0.096, 20.7182, 28.3559
Si, 4.5702, 8.1762, 27.4021
Si, 15.3916, 0.6822, 19.3745
Si, 8.0508, 11.4325, 21.6649
Si, 11.0333, 10.95, 16.7448
Si, -8.1061, -0.8587, 28.8254
Si, 1.9758, 2.4525, 23.4367
Si, 9.9198, 17.8095, 23.5399
Si, 17.8669, 8.475, 21.0055
Si, -6.3134, 6.3383, 24.9651
Si, 5.2055, 14.3867, 28.1255
Si, -2.8115, 11.5873, 25.8646
Si, 5.5415, 17.0223, 29.2179
Si, 9.9663, 7.2694, 29.8818
Si, 4.1036, 12.3313, 30.0507
Si, -3.9233, 7.2166, 23.6352
Si, 0.2969, 19.8455, 25.2538
Si, 8.1768, 3.1226, 27.8827
Si, 4.2422, 3.2882, 25.1322
Si, 9.3236, 10.6619, 19.3051
Si, 1.2526, 5.3993, 22.5257
Si, -1.3306, 12.1881, 29.8158
Si, -0.5697, 11.6291, 23.9162
Si, 8.2284, 6.1258, 27.7925
O, -0.0783, 0.9804, -1.3221
O, 1.9324, -3.1838, 0.0244
O, 4.982, 7.6052, -3.2759
O, -1.2953, 10.8863, -3.3462
O, 1.3838, 4.0384, -0.6011
O, -0.1488, 6.1415, -1.3813
O, 2.8159, 9.2242, -1.9038
O, -3.0613, 18.1915, -5.3818
O, 2.8736, 1.7911, -1.0909
O, 5.3352, 0.8193, -1.2569
O, 6.8607, 3.9018, -0.5612
O, 8.3285, 1.6482, -1.2721
O, 5.1863, 5.791, -1.3938
O, 8.6751, 7.8182, -1.4345
O, 6.8479, 9.5889, -0.5495
O, 2.7573, 2.8017, 14.871
O, 4.7804, 6.3516, 17.88
O, 6.3438, -1.917, 16.867
O, -1.0368, 0.6635, 15.8567
O, 2.3226, 6.9008, 19.4115
O, -2.689, 9.8511, 18.4792
O, 2.7558, 7.9888, 15.2564
O, 4.5144, 5.6326, 15.5004
O, 4.2414, 10.9489, 20.8369
O, 6.675, 4.6033, 16.3419
O, 14.3312, 4.6648, 19.2657
O, 15.6919, 0.252, 23.3645
O, 8.3083, 7.8719, 15.5064
O, 11.6011, 9.5293, 16.1734
O, 9.314, 11.4371, 22.6689
O, 4.791, 13.1845, 19.3265
O, 6.1732, 19.421, 19.5999
O, 0.7925, 5.3082, 20.9806
O, 4.0624, 11.8717, 16.1185
O, 0.7604, 15.0416, 15.9729
O, 8.5933, 11.8472, 20.1714
O, 13.7691, 2.8146, 17.6337
O, 1.7598, 19.2598, 24.8326
O, 3.1814, 0.3606, 18.4925
O, 3.9223, 4.864, 24.9101
O, 6.1021, -4.7321, 24.4945
O, 2.3142, 5.9603, 17.0425
O, 2.0893, 17.6758, 22.6619
O, 0.465, 12.839, 23.686
O, 2.6132, 1.3252, 22.4446
O, 1.9609, 3.9754, 22.8517
O, 5.7829, 0.0124, 18.6478
O, 8.2567, 2.7191, 15.3454
O, 10.5094, 0.1167, 18.2713
O, 7.3138, -0.6615, 14.701
O, 10.5576, 6.4886, 16.117
O, 12.2916, 11.9266, 16.5962
O, 7.3463, 9.966, 21.5508
O, 6.2893, 7.6482, 22.2106
O, -1.2732, 17.4279, 28.4887
O, 2.8794, 9.4685, 22.6354
O, 11.2038, 16.1705, 18.4166
O, 14.9424, -3.3643, 23.9865
O, 8.383, 6.504, 23.3884
O, 6.7351, 14.1498, 28.5986
O, 10.837, 16.4756, 23.4928
O, 8.3597, 7.7011, 20.6646
O, -0.8727, -1.1093, 20.4726
O, -6.0915, 13.8845, 26.6384
O, -0.7616, 7.7866, 24.8958
O, -0.0788, 8.588, 29.4093
O, -5.0895, 19.9163, 26.79
O, 11.0471, 21.1206, 24.2683
O, -3.0366, 1.8855, 26.9145
O, 10.7363, -3.4267, 19.7224
O, -1.4064, 12.0076, 25.2253
O, -9.5771, -0.2689, 28.5615
O, -3.7458, 6.0907, 28.9786
O, 8.1179, 10.0631, 26.4458
O, 6.9043, 1.5378, 22.2699
O, 2.855, 2.501, 24.8113
O, -0.0204, 20.2122, 26.8059
O, 3.7578, 11.2798, 28.8886
O, 7.1478, 8.5468, 24.5451
O, 10.3651, 7.9198, 22.3241
O, 6.8855, 11.6068, 24.7834
O, 4.3677, 13.7104, 29.3029
O, 3.2471, 9.0725, 27.6067
O, 4.3002, 6.9261, 26.434
O, 8.4378, 4.6025, 27.2077
O, 5.3558, 13.6417, 24.0673
O, 4.8715, 15.9558, 28.2093
O, -1.4569, 13.5198, 28.8406

Results
free energy: -134618.461 eV
free energy less fixed offsets of O -570.45, Si -639.56 eV per atom: 3.059 eV

Forces (eV/angstrom), in the order of the atoms: element, x, y, z
Si, -0.0057, 0.005, -0.0003
Si, -0.0108, 0.0047, 0.0023
Si, -0.0003, 0.0004, -0.0091
Si, 0.0072, -0.0044, -0.0084
Si, 0.0069, 0.0072, 0.0015
Si, 0.0023, 0.003, -0.0015
Si, 0.0068, 0.0084, -0.0044
Si, 0.0008, -0.0005, -0.0139
Si, 0.0033, -0.0008, -0.0075
Si, 0.0034, 0.0003, 0.0017
Si, -0.0013, -0.0031, 0.0014
Si, -0.0041, 0.0012, 0.0028
Si, 0.0031, 0.0023, -0.005
Si, -0.0001, -0.0015, 0.0035
Si, 0.0046, -0.0064, -0.0046
Si, 0.0017, -0.0004, 0.0006
Si, -0.0005, 0.0039, -0.0052
Si, 0.0012, 0.0015, -0.0012
Si, 0.0003, 0.0025, 0.0007
Si, -0.0023, -0.0048, -0.0009
Si, 0.0014, 0.0042, -0.0019
Si, 0.0026, -0.0042, -0.0004
Si, -0.0025, 0.001, -0.0027
Si, -0.0018, -0.0015, -0.0035
Si, -0.0015, -0.0045, 0.0029
Si, -0.0004, -0.0039, 0.0016
Si, -0.002, -0.0029, 0.0019
Si, -0.0001, 0.0011, 0.0015
Si, -0.0015, 0.0019, 0.0026
Si, -0.0005, -0.0032, -0.0024
Si, 0.001, -0.0017, 0.0038
Si, 0.0008, -0.0027, 0.0035
Si, 0.0002, -0.0022, 0.0005
Si, -0.002, -0.0002, 0.0021
Si, -0.0017, -0.0006, 0.0018
Si, -0.0006, -0.0011, 0.0006
Si, 0.0018, 0.0016, 0.0046
Si, 0.0008, 0.0001, 0.0036
Si, 0.0026, -0.0005, 0.0003
Si, -0.0009, -0.0009, 0.0025
Si, -0.0004, 0.0012, -0.0026
Si, 0.001, -0.0012, 0.0003
Si, 0.0012, -0.0017, 0.0008
Si, 0.002, -0.0018, 0.0002
Si, -0.0008, -0.0018, -0.0011
Si, -0.0005, 0.0003, -0.002
Si, 0.0017, 0.0028, -0.0014
Si, 0.0018, -0.0003, -0.0012
Si, -0.0003, 0.0018, -0.0033
Si, -0.0011, -0.0029, 0.0009
Si, -0.0013, 0.0006, 0.0022
Si, 0.0007, 0.0024, -0.0003
Si, 0.0019, 0, 0.0013
Si, 0.0016, -0.0009, -0.0014
Si, 0.0008, 0, 0.0002
Si, -0.002, -0.0024, 0.0024
Si, -0.0009, -0.0014, -0.0068
Si, 0.0012, 0.0007, -0.0017
Si, -0.0021, -0.0011, -0.003
Si, 0.0022, 0.0013, -0.0001
Si, 0.0015, 0.0013, -0.0028
Si, -0.0005, 0, -0.0043
Si, -0.0007, -0.0008, -0.0036
Si, -0.0012, 0.0027, -0.0033
Si, 0.0008, -0.0028, -0.0009
Si, 0.0008, -0.0042, -0.0017
Si, -0.0037, 0.0023, -0.0005
Si, 0.0017, -0.0034, -0.0036
Si, 0, -0.0048, 0.0004
Si, 0.0014, 0.0046, -0.0007
Si, 0.0027, 0.0016, 0.0004
Si, 0.0001, 0.0011, -0.0007
Si, 0.0038, -0.002, 0.0025
Si, 0.0012, 0.0012, 0.0003
Si, 0.0019, -0.0005, 0.0018
Si, 0.0003, -0.0035, 0.0042
Si, 0.001, 0.0007, 0.0032
Si, -0.0022, -0.0029, 0.0025
Si, -0.0033, 0.0017, 0.0004
Si, -0.0014, -0.0043, -0.0091
Si, 0.0053, 0.0057, 0.01
Si, -0.0019, 0.0059, 0.0142
Si, -0.0009, -0.0009, 0.008
Si, -0.0018, -0.0006, 0.0059
Si, -0.0012, 0.0001, -0.0029
Si, 0.0015, 0.0059, 0.0001
Si, 0.0091, 0.0022, 0.0016
Si, -0.0004, -0.0057, 0.0064
Si, -0.0147, 0.0009, -0.0192
Si, 0.0025, -0.0173, -0.0092
Si, -0.0002, -0.0027, 0.002
Si, -0.0068, -0.0015, -0.0033
Si, 0.009, 0.0083, 0.0009
Si, 0.0009, 0.0038, -0.0053
Si, -0.0045, -0.0064, -0.0004
Si, 0.0031, -0.0004, -0.0062
Si, -0.011, 0.0047, 0.0127
Si, 0.0031, 0.0011, 0.0015
Si, 0.0001, -0.0045, 0.0055
Si, 0.0126, 0.0061, -0.0026
Si, -0.0017, -0.0012, 0.02
Si, 0.0046, 0.001, 0.0108
Si, 0.0051, 0.0001, -0.007
Si, -0.002, -0.0066, 0.006
Si, -0.0032, 0.0131, 0.0135
Si, 0.005, -0.0024, -0.0056
Si, 0.0051, 0.0039, 0.0049
Si, 0.0002, -0.0035, 0.0006
Si, -0.0014, -0.0031, -0.0029
Si, 0.0016, -0.0049, -0.0007
Si, -0.0071, 0.0117, 0.0004
Si, 0.0005, -0.003, -0.0035
Si, 0.0014, 0.0007, 0.002
Si, 0.0051, 0.0017, -0.0171
Si, 0.0038, -0.0026, 0.0004
Si, 0.003, 0.0049, -0.0032
Si, 0.006, 0.0019, -0.0038
Si, 0.0019, 0.0046, 0.0001
Si, 0.0112, 0.0012, 0.0007
Si, -0.0019, 0.0023, 0.0044
Si, 0.0073, -0.0023, -0.0177
Si, 0.0009, -0.0051, -0.0185
Si, 0.0046, 0.0026, -0.0194
Si, -0.0029, 0.0017, 0.0019
Si, -0.0016, -0.0006, 0.0029
Si, -0.0042, 0.0038, -0.0013
Si, 0.0084, 0.0013, 0.0022
Si, 0.0054, -0.0017, 0.0032
Si, -0.0012, 0.0084, -0.0047
Si, 0.0013, 0.0019, -0.0146
Si, -0.0073, -0.0074, 0.0029
Si, 0.001, -0.0011, -0.0007
O, 0.0024, -0.0035, 0.0063
O, -0.0041, 0.0012, -0.0033
O, -0.0032, 0.0025, 0.0041
O, 0.0009, 0.0007, 0.0069
O, 0.0036, -0.0011, -0.0067
O, 0.0045, -0.0042, 0.0141
O, -0.0067, 0.0001, 0.0158
O, -0.0018, 0.0069, 0.0005
O, 0.0008, 0.0018, 0.0187
O, 0.0072, -0.0068, 0.0061
O, -0.0062, -0.0089, -0.0062
O, -0.0014, 0.0029, 0.0145
O, 0.0011, -0.0051, 0.0193
O, -0.0041, 0.0037, 0.0147
O, -0.0037, -0.001, 0.0011
O, 0.0027, 0.0055, 0.01
O, -0.0046, 0.0007, -0.0053
O, -0.0029, 0.0007, -0.0125
O, -0.002, -0.0021, -0.0142
O, -0.004, -0.0051, -0.0075
O, 0.0073, -0.0026, -0.0065
O, 0.0011, 0.0018, -0.0037
O, -0.0047, 0.0002, -0.0142
O, -0.0046, -0.0031, 0.0114
O, 0.0009, 0.0043, -0.013
O, 0.0005, -0.0102, -0.0072
O, 0.0005, -0.0031, -0.0007
O, 0.0014, -0.0067, -0.0023
O, 0.0086, -0.0002, -0.0068
O, 0.0066, -0.002, -0.0006
O, -0.0061, -0.0111, -0.0018
O, -0.003, -0.0074, 0.0018
O, -0.0009, -0.0083, 0.0098
O, -0.0002, 0.0039, -0.0141
O, 0.0038, -0.0031, -0.0049
O, -0.0056, 0.0044, 0.002
O, -0.0058, -0.0113, -0.0071
O, 0.0022, 0.0002, 0.0013
O, 0.0029, -0.0053, -0.0057
O, -0.0016, -0.0018, 0.0002
O, 0.0003, -0.0012, 0.0012
O, 0.0006, 0.0014, -0.0093
O, 0.0007, 0.0024, -0.0006
O, 0.0024, 0.0043, -0.0009
O, -0.0026, 0.0032, -0.0008
O, 0.0029, -0.004, -0.0018
O, 0.0052, 0.0104, -0.0065
O, -0.003, -0.0084, 0.002
O, -0.0008, 0.0027, 0.0035
O, 0.0011, 0.0024, 0.0021
O, -0.0032, 0.0078, -0.0051
O, 0.0012, 0, -0.0057
O, 0.0014, 0.0012, 0
O, -0.0045, -0.0033, -0.0011
O, -0.0009, 0.0006, 0.0064
O, -0.0016, -0.003, -0.0022
O, 0.0013, -0.0047, 0.0039
O, 0.0013, 0.0006, -0.0011
O, -0.0002, -0.005, -0.0039
O, -0.0005, -0.0009, 0.0008
O, -0.0008, -0.0052, 0.0031
O, -0.0062, 0.0003, -0.0018
O, 0.0024, 0.0012, -0.0005
O, -0.0074, -0.0047, -0.0107
O, 0.0009, 0.0016, 0.004
O, 0.0032, 0.005, 0.0082
O, 0.0038, 0.0018, 0.0017
O, 0.0002, 0.0023, -0.0032
O, -0.0004, -0.0075, 0.0028
O, -0.0022, 0.0037, -0.0034
O, 0.0081, 0.0045, -0.0013
O, -0.0018, 0.0009, 0.0045
O, -0.0008, 0.0004, 0.005
O, 0.0026, 0.0007, 0.0006
O, -0.0005, 0.0029, -0.0038
O, -0.0065, -0.0027, 0.0004
O, 0.0018, -0.0047, -0.0035
O, -0.0068, -0.0082, 0.0046
O, 0.0007, 0.0003, -0.0104
O, 0.0015, -0.0043, 0.0073
O, -0.0051, -0.0019, -0.0025
O, -0.0025, -0.0038, 0.0091
O, 0.0017, -0.0001, 0.0053
O, 0, -0.0032, -0.0008
O, 0.002, -0.0021, -0.0002
O, 0.0004, -0.0001, -0.0023
O, -0.005, 0.0002, 0.0045
O, 0.0014, -0.0021, 0.0086

The program warned: the cutoff lies below the one the program advises for these potential files; the forces do not sum to zero within the program's tolerance; empty levels may hold ghost states of the PAW files; the exchange-correlation potential is rough where the density is thin.
